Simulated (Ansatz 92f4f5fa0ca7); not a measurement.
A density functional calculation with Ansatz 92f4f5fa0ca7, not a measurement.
Periodic cell of 363 atoms, Si241O122, from a study of silicon, its oxide and their interface. The atomic structure is a simulated model.
Doubt: the cutoff is far below the 930 eV that the study's wrapper takes by default for these files, so forces and energies are approximate.

Settings
functional: PBE
potential files: Ansatz PAW
basis: plane waves
wave-function cutoff: 580 eV
density cutoff ratio: 5
exchange-correlation grid ratio: 1
k mesh: 1 x 1 x 1, Gamma-centred
self-consistency stop: 5e-08 eV per atom in the density residual
occupations: fixed
spin: none
net charge: 0

Cell vectors (angstrom)
a  11.6015  0  0
b  0  13.3963  0
c  0  0  41.2017

Atoms: element, x, y, z (angstrom)
Si  0  2.2327  1.1851
Si  3.8672  2.2327  1.1851
Si  7.7343  2.2327  1.1851
Si  1.9336  5.5818  1.1851
Si  5.8008  5.5818  1.1851
Si  9.6679  5.5818  1.1851
Si  0  8.9308  1.1851
Si  3.8672  8.9308  1.1851
Si  7.7343  8.9308  1.1851
Si  1.9336  12.2799  1.1851
Si  5.8008  12.2799  1.1851
Si  9.6679  12.2799  1.1851
Si  1.9336  1.1164  1.9745
Si  5.8008  1.1164  1.9745
Si  9.6679  1.1164  1.9745
Si  0  4.4654  1.9745
Si  3.8672  4.4654  1.9745
Si  7.7343  4.4654  1.9745
Si  1.9336  7.8145  1.9745
Si  5.8008  7.8145  1.9745
Si  9.6679  7.8145  1.9745
Si  0  11.1635  1.9745
Si  3.8672  11.1635  1.9745
Si  7.7343  11.1635  1.9745
Si  1.9336  1.1164  4.3426
Si  5.8008  1.1164  4.3426
Si  9.6679  1.1164  4.3426
Si  0  4.4654  4.3426
Si  3.8672  4.4654  4.3426
Si  7.7343  4.4654  4.3426
Si  1.9336  7.8145  4.3426
Si  5.8008  7.8145  4.3426
Si  9.6679  7.8145  4.3426
Si  0  11.1635  4.3426
Si  3.8672  11.1635  4.3426
Si  7.7343  11.1635  4.3426
Si  0  0  36.8611
Si  3.8672  0  36.8611
Si  7.7343  0  36.8611
Si  1.9336  3.3491  36.8611
Si  5.8008  3.3491  36.8611
Si  9.6679  3.3491  36.8611
Si  0  6.6981  36.8611
Si  3.8672  6.6981  36.8611
Si  7.7343  6.6981  36.8611
Si  1.9336  10.0472  36.8611
Si  5.8008  10.0472  36.8611
Si  9.6679  10.0472  36.8611
Si  0  0  39.2293
Si  3.8672  0  39.2293
Si  7.7343  0  39.2293
Si  1.9336  3.3491  39.2293
Si  5.8008  3.3491  39.2293
Si  9.6679  3.3491  39.2293
Si  0  6.6981  39.2293
Si  3.8672  6.6981  39.2293
Si  7.7343  6.6981  39.2293
Si  1.9336  10.0472  39.2293
Si  5.8008  10.0472  39.2293
Si  9.6679  10.0472  39.2293
Si  0  2.2327  40.0186
Si  3.8672  2.2327  40.0186
Si  7.7343  2.2327  40.0186
Si  1.9336  5.5818  40.0186
Si  5.8008  5.5818  40.0186
Si  9.6679  5.5818  40.0186
Si  0  8.9308  40.0186
Si  3.8672  8.9308  40.0186
Si  7.7343  8.9308  40.0186
Si  1.9336  12.2799  40.0186
Si  5.8008  12.2799  40.0186
Si  9.6679  12.2799  40.0186
Si  -0.1865  -0.8142  29.0051
Si  4.0577  -0.1312  29.8896
Si  7.8123  0.1991  29.6872
Si  1.7637  2.7015  29.5371
Si  5.5733  3.1774  29.8527
Si  9.741  4.4727  28.3265
Si  -2.0829  3.8151  30.5549
Si  3.7129  6.6521  29.6261
Si  7.7787  6.7318  28.5813
Si  2.2251  9.8167  29.7787
Si  5.9734  10.0717  29.8069
Si  10.5592  9.5931  29.2687
Si  -0.3867  2.0858  30.6744
Si  3.7196  2.0394  30.6838
Si  7.6172  2.3548  30.6244
Si  1.2109  4.8347  28.7238
Si  5.5002  5.4058  30.4275
Si  13.1651  6.2586  30.5064
Si  0.5095  8.4285  30.5696
Si  4.1688  8.7904  30.5338
Si  7.9502  9.139  30.5405
Si  2.2593  12.0244  30.5857
Si  6.0543  12.2894  30.5427
Si  9.9373  13.3666  30.5745
Si  0.027  2.1836  33.0018
Si  3.8357  2.186  33.0086
Si  7.6936  2.1633  32.9924
Si  1.878  5.592  32.8386
Si  5.8243  5.5538  32.8261
Si  9.645  5.3023  32.6908
Si  0.0732  8.8461  32.8578
Si  3.9431  8.8389  32.9029
Si  7.8528  8.8645  32.8875
Si  1.998  12.1854  32.9312
Si  5.8714  12.2282  32.9198
Si  9.7692  12.377  32.81
Si  1.9354  1.0261  33.762
Si  5.7783  1.0488  33.7635
Si  9.682  1.111  33.8086
Si  -0.0117  4.4293  33.7057
Si  3.8526  4.4798  33.642
Si  7.716  4.4093  33.7122
Si  1.9785  7.7748  33.7529
Si  5.888  7.7706  33.6893
Si  9.7427  7.637  33.5582
Si  0.0134  11.1145  33.6261
Si  3.9319  11.0798  33.7097
Si  7.8517  11.1382  33.6548
Si  1.9319  1.1074  36.1044
Si  5.7987  1.108  36.1079
Si  9.6628  1.1134  36.1342
Si  0.004  4.4696  36.0709
Si  3.8613  4.4691  36.0403
Si  7.7329  4.4695  36.0705
Si  1.9412  7.8105  36.0977
Si  5.8104  7.805  36.0609
Si  9.6764  7.7869  35.9924
Si  -0.0063  11.1566  36.027
Si  3.875  11.1553  36.0732
Si  7.7529  11.1663  36.0447
Si  0.0027  0.0247  5.1193
Si  3.8468  0.0144  5.1667
Si  7.7325  0.0249  5.0657
Si  1.9283  3.3395  5.1513
Si  5.7964  3.3423  5.1523
Si  9.6616  3.3492  5.1629
Si  -0.0089  6.7128  5.146
Si  3.8658  6.71  5.1376
Si  7.7321  6.6975  5.1174
Si  1.9348  10.0527  5.1741
Si  5.7973  10.0408  5.1385
Si  9.6754  10.0304  5.1238
Si  -0.0598  0.1088  7.4783
Si  3.7776  0.0704  7.5577
Si  7.6793  0.0936  7.388
Si  1.8811  3.3485  7.5296
Si  5.7672  3.3525  7.5333
Si  9.6189  3.39  7.5529
Si  -0.0492  6.7853  7.5213
Si  3.831  6.7858  7.5059
Si  7.6965  6.7303  7.4801
Si  1.9264  10.1072  7.5736
Si  5.7974  10.0817  7.4986
Si  9.6834  10.0394  7.4786
Si  -0.0733  2.3178  8.4562
Si  3.8311  2.2979  8.427
Si  7.695  2.2514  8.4043
Si  1.8827  5.6143  8.1828
Si  5.7434  5.6088  8.2501
Si  9.6236  5.6428  8.3251
Si  0.0257  9.0022  8.4408
Si  3.8857  9.0226  8.3935
Si  7.7338  8.9521  8.2777
Si  1.8068  12.3601  8.3242
Si  5.7736  12.3507  8.1014
Si  9.587  12.3072  8.0363
Si  -0.1132  2.4713  10.9391
Si  3.7869  2.3684  10.8887
Si  7.6742  2.294  10.8597
Si  1.8591  5.5852  10.4978
Si  5.7274  5.5384  10.6017
Si  9.6293  5.7104  10.7102
Si  0.216  8.9946  10.8985
Si  4.0172  8.8438  10.8174
Si  7.8092  8.7319  10.6387
Si  1.1133  12.6464  10.602
Si  3.5976  10.632  12.3145
Si  10.3056  12.6362  10.9576
Si  1.8036  1.3046  11.55
Si  5.7709  -0.601  11.306
Si  9.6164  1.3029  11.7635
Si  -0.0422  4.7226  11.5189
Si  3.731  4.6442  11.4464
Si  7.6845  4.5704  11.418
Si  2.0957  7.6728  11.4195
Si  5.9158  7.6733  11.4545
Si  9.7979  7.909  11.4999
Si  1.2839  10.8662  12.0343
Si  5.7014  14.9553  11.9343
Si  8.1329  11.3173  12.3838
O  9.4911  1.0336  13.4322
O  11.5339  5.124  13.1471
O  -2.2379  -1.2458  9.6904
O  7.9007  10.9523  13.9532
O  3.584  5.0687  13.0867
O  5.944  1.566  13.6359
O  7.4322  4.6212  13.0669
O  12.278  11.4442  13.4688
O  5.983  7.6858  13.1331
O  9.5016  7.9404  13.1555
O  3.9238  10.4764  13.9515
O  2.2998  7.4166  13.0885
O  9.0452  5.9099  28.0122
O  2.3758  2.1213  28.0672
O  5.7902  3.1011  28.1956
O  5.8326  9.9634  28.1538
O  7.7699  13.3573  28.0057
O  -7.8288  -0.1425  28.2184
O  2.3501  9.5199  28.1173
O  7.0598  7.4064  27.2901
O  3.6694  6.4372  27.9093
O  -0.1574  13.2674  27.4951
O  10.1433  8.9758  27.7996
O  9.1623  3.4051  27.2296
Si  0.8794  1.0833  22.0028
Si  9.9693  4.4018  19.1277
Si  9.5404  0.4624  14.9575
Si  -0.6199  11.3115  24.3158
Si  7.357  11.726  15.2854
Si  7.5872  9.0004  16.4409
Si  2.682  1.0546  14.5728
Si  3.7141  1.6281  22.9061
Si  1.9502  0.9183  17.4366
Si  -0.9776  7.3418  23
Si  5.3667  2.1997  15.0359
Si  -0.3079  6.876  20.0895
Si  4.0611  4.1875  24.7825
Si  4.1502  11.6835  15.0422
Si  5.9578  13.2103  22.2348
Si  3.2171  1.0218  27.199
Si  5.7359  2.6988  26.629
Si  5.7655  7.3112  14.7037
Si  5.1322  1.1149  17.9518
Si  11.4188  11.2009  14.8276
Si  0.8731  12.9015  26.2653
Si  5.675  2.297  20.7359
Si  8.1375  5.834  24.0084
Si  8.4709  12.792  23.8259
Si  2.9707  6.2542  14.0525
Si  9.7703  2.0651  23.2106
Si  5.3294  11.8298  19.5358
Si  9.8339  3.444  16.1087
Si  7.1871  4.6199  14.6701
Si  10.0524  8.2409  14.6601
Si  7.0607  9.1821  19.4054
Si  0.3536  11.3714  21.5889
Si  1.0668  2.9626  19.529
Si  9.6088  9.7825  26.4886
Si  2.4392  5.7198  27.026
Si  14.0644  10.1795  26.6285
Si  2.4742  5.6727  20.1462
Si  7.9595  4.1545  21.5131
Si  7.2015  8.0493  25.8021
Si  5.5371  10.3796  26.6127
Si  4.4893  7.6944  20.3779
Si  1.5953  7.7586  24.8793
Si  3.5838  6.3745  22.822
Si  8.5313  3.1647  25.7562
Si  2.687  10.2899  19.7093
Si  1.9178  11.3425  17.1865
Si  9.8687  9.3483  20.8947
Si  0.1522  5.5409  14.7087
Si  7.8053  12.365  26.7171
O  4.1959  6.886  14.9485
O  5.7458  1.4433  16.4624
O  3.8775  6.3587  19.614
O  1.5508  12.7896  17.89
O  7.7234  5.4559  22.4744
O  5.7393  11.9375  15.2948
O  11.8456  7.7473  23.9849
O  8.3387  13.1672  25.4048
O  -1.1209  5.9466  19.0188
O  6.4587  3.6446  21.1603
O  1.9631  9.2411  25.4083
O  9.6337  2.4375  24.797
O  3.463  8.9361  20.1258
O  8.6426  8.7979  25.6367
O  9.6057  3.7284  17.6956
O  8.1056  13.1818  15.4568
O  11.9911  10.8232  23.1387
O  11.5779  12.7316  24.9042
O  3.5065  13.0502  14.4301
O  2.2328  0.9512  22.8937
O  11.0572  6.997  15.0551
O  5.6622  13.0585  18.5045
O  11.1673  3.5232  19.7938
O  1.0975  2.1162  18.1288
O  1.8537  10.1536  18.305
O  7.0954  6.9464  24.609
O  5.4501  12.1382  21.1301
O  11.1475  4.2965  15.6088
O  1.2745  6.7134  19.7593
O  9.639  6.4601  23.9408
O  9.4836  11.5222  23.6892
O  10.8371  10.208  25.506
O  7.6048  8.5677  17.9995
O  3.7627  11.4594  19.372
O  8.5543  4.0673  15.3339
O  1.6822  10.7599  20.8921
O  14.1853  5.5792  21.7879
O  9.9004  8.691  22.4058
O  4.1931  2.2609  21.4545
O  6.3429  11.7665  26.3182
O  10.6675  9.7541  14.6951
O  2.7844  7.2691  23.8975
O  9.911  1.8044  15.868
O  -0.2659  1.9577  22.7759
O  10.5738  12.5843  15.1127
O  1.368  1.8821  20.6845
O  4.7778  13.8032  23.2168
O  4.5546  1.5833  26.4406
O  3.7405  2.2569  14.8667
O  10.5727  10.8259  20.8964
O  6.0003  8.0779  19.954
O  7.1867  2.2512  26.0165
O  9.0933  0.6146  22.9724
O  2.1274  0.5274  26.069
O  10.7707  8.4064  19.8986
O  1.5342  11.4832  26.6334
O  8.8324  8.2375  15.7329
O  6.7885  6.118  15.1553
O  7.7231  10.6425  16.4576
O  1.656  1.0028  15.8319
O  6.1863  8.5656  15.6864
O  8.9437  3.1331  22.3145
O  4.4534  5.2848  23.6509
O  6.5646  14.4556  21.3549
O  2.8987  4.6886  25.811
O  8.8138  11.1105  27.02
O  1.5045  6.8199  26.2104
O  11.0598  6.4576  21.6761
O  8.3207  9.4241  20.4059
O  3.9834  10.6385  26.2948
O  6.0198  9.1554  25.63
O  2.159  4.1912  19.5226
O  7.0398  12.4272  23.1588
O  5.9414  3.706  15.1575
O  3.6587  2.801  24.0308
O  5.5427  2.2121  19.1033
O  1.763  5.6842  15.0124
O  0.3305  13.0006  21.5842
O  3.3954  11.3557  16.4549
O  8.6613  4.445  20.0807
O  4.5564  7.3643  21.9772
O  5.3698  3.9942  25.7166
O  0.7965  10.9858  16.0914
O  6.3095  10.5996  19.1511
O  8.1365  4.5644  25.0152
O  3.5173  1.1349  17.8027
O  9.7249  -1.7628  12.1808
O  19.9457  7.7836  29.6883
O  5.9974  12.4441  9.7468
O  7.1988  -0.7878  12.0994
O  6.7369  5.8127  29.3928
O  1.2218  26.4098  29.7217
O  16.115  11.8957  11.8122
O  13.4053  1.2976  13.2363
O  20.8772  -3.2991  30.1874
O  11.4181  -2.4514  28.9068
O  -0.2798  4.6193  28.0402
O  7.5818  10.1971  11.3777

Results
free energy: -222584.944 eV
free energy less fixed offsets of O -568.88, Si -635.61 eV per atom: 0.426 eV

Forces (eV/angstrom), in the order of the atoms: element, x, y, z
Si  0.0028  -0.037  0.0001
Si  -0.0007  -0.0361  -0.0164
Si  0.0063  -0.0012  -0.0002
Si  0.0037  0.0081  0.0374
Si  0.0221  0.0179  0.0222
Si  -0.0019  0.0354  0
Si  -0.0106  -0.0142  0.0068
Si  0.0147  -0.0091  0.0255
Si  0.0154  -0.0134  -0.0116
Si  -0.0064  0.0061  -0.0144
Si  -0.0032  0.0023  0.012
Si  -0.0002  -0.0236  0.0283
Si  0.0132  0.0139  0.002
Si  -0.1002  0.0227  0.0025
Si  0.0137  0.0862  -0.0014
Si  -0.0163  0.0047  -0.0175
Si  -0.016  -0.0128  -0.0199
Si  -0.0063  -0.043  0.0058
Si  -0.0267  0.0385  -0.0006
Si  -0.0051  0.011  0.0092
Si  -0.0107  -0.0242  0.0239
Si  0.0419  0.0213  0.0044
Si  -0.0243  0.038  0.0022
Si  0.0052  -0.0275  -0.0037
Si  0.0249  0.111  -0.172
Si  -0.2584  0.1088  -0.1136
Si  0.0954  0.2189  -0.2515
Si  -0.0707  0.0254  0.3201
Si  -0.0345  -0.0001  0.2851
Si  -0.0445  -0.0732  0.1165
Si  -0.0439  0.1169  0.1156
Si  -0.0212  -0.0002  -0.0856
Si  -0.0206  -0.067  -0.2208
Si  0.0661  0.0359  0.1867
Si  -0.0728  0.0748  0.2534
Si  0.0012  -0.0615  0.1081
Si  0.0018  -0.2203  0.0882
Si  -0.0095  -0.1235  0.1853
Si  -0.0556  -0.1714  0.1932
Si  0.0503  0.0465  -0.1054
Si  -0.0762  0.0692  -0.1077
Si  0.0278  0.122  0.0623
Si  -0.0782  0.0035  -0.0291
Si  0.1163  -0.0867  0.0053
Si  0.1489  0.0277  -0.0846
Si  -0.091  0.0557  -0.0996
Si  0.1811  -0.0502  -0.1594
Si  0.0756  -0.1643  -0.3737
Si  0.0127  -0.079  0.0026
Si  -0.014  -0.0597  0.0046
Si  -0.0253  -0.0576  -0.0034
Si  0.0147  0.0066  -0.0057
Si  -0.0394  0.0256  -0.0008
Si  -0.0058  0.0615  -0.006
Si  -0.0332  0.0187  0.0063
Si  0.049  -0.014  0.0019
Si  0.0624  0.0222  0.0067
Si  -0.0161  0.0391  -0.0025
Si  0.0717  0.0079  0.0029
Si  0.0144  -0.11  0.0112
Si  0.0002  0.0161  -0.0213
Si  -0.0024  0.0076  -0.0031
Si  -0.0041  -0.0084  -0.0211
Si  -0.0042  -0.0039  -0.0267
Si  -0.0183  -0.0125  -0.008
Si  0  -0.0292  0.0208
Si  0.0032  0.003  -0.0001
Si  -0.0119  -0.003  -0.038
Si  -0.0151  0.0003  0.009
Si  0.0068  0.0083  0.0327
Si  0.0029  0.0115  0.0199
Si  0.0023  0.0476  -0.0266
Si  -0.2835  0.0174  -0.4187
Si  -0.0354  -0.1135  -0.5907
Si  0.1688  -0.0944  -0.6636
Si  0.1509  -0.371  -0.4562
Si  0.07  -0.0295  -0.2414
Si  -0.2452  -0.0906  -0.0531
Si  0.0586  -0.1203  0.1813
Si  0.1022  0.0731  -0.7259
Si  -0.0925  0.2586  -0.3327
Si  0.4047  -0.2746  -0.3673
Si  -0.1666  -0.0593  -0.6516
Si  0.0198  -0.2252  -0.2153
Si  -0.1859  0.106  0.1987
Si  -0.0686  0.1251  0.2488
Si  -0.1327  0.2841  0.2698
Si  -0.7971  -0.634  0.3759
Si  0.1823  -0.2071  0.1473
Si  -0.1886  0.2455  0.5971
Si  0.1352  -0.077  0.1535
Si  -0.3321  0.2806  0.3659
Si  0.3317  -0.0155  -0.0086
Si  0.0814  -0.093  0.2966
Si  -0.115  0.234  0.4093
Si  0.2027  0.0438  0.1519
Si  0.0072  -0.0285  -0.0518
Si  0.1934  -0.0463  0.0216
Si  0.0185  -0.2122  -0.0381
Si  -0.0693  0.0647  -0.0325
Si  -0.0953  0.0546  -0.0702
Si  -0.0144  -0.1494  -0.0629
Si  0.0264  0.0126  0.0697
Si  -0.0261  -0.064  0.1188
Si  -0.2141  0.1727  0.0606
Si  -0.004  -0.0613  -0.0247
Si  -0.041  -0.0323  0.0484
Si  -0.0148  -0.0714  0.0197
Si  -0.0112  0.0326  -0.1694
Si  0.0605  0.0459  -0.075
Si  -0.0672  0.1135  -0.2215
Si  0.161  -0.0826  -0.1504
Si  -0.0611  -0.0403  -0.0599
Si  -0.0362  -0.064  -0.2183
Si  0.1022  0.0342  -0.1816
Si  -0.0705  0.0075  -0.0284
Si  0.0488  -0.0741  -0.1127
Si  0.0437  -0.0004  0.0456
Si  0.0994  -0.0148  -0.226
Si  -0.01  0.1272  -0.1718
Si  -0.0011  -0.0259  0.0011
Si  -0.0165  -0.0023  -0.0365
Si  0.0243  0.0531  -0.0014
Si  -0.0768  -0.0232  0.0314
Si  -0.0183  0.057  -0.0171
Si  -0.041  -0.0324  0.0864
Si  0.0123  0.0049  0.0426
Si  0.0276  0.0126  0.0226
Si  -0.0116  -0.1442  0.0376
Si  0.0057  -0.0276  0.0203
Si  0.0353  -0.0346  0.0122
Si  0.0293  0.0026  0.0071
Si  -0.1534  -0.0326  -0.0264
Si  0.0613  -0.0587  -0.0619
Si  -0.0057  -0.0473  -0.0504
Si  0.0029  -0.0459  -0.072
Si  0.0464  -0.0065  -0.0377
Si  0.0034  0.0015  -0.0329
Si  -0.0024  0.0523  -0.0318
Si  -0.0101  0.0501  -0.0171
Si  0.0125  0.0167  0.0405
Si  0.0072  0.0015  -0.0324
Si  0.0066  0.073  -0.0946
Si  0.0361  0.0278  -0.0601
Si  0.0483  0.0166  0.0495
Si  -0.0577  0.0273  0.0606
Si  0.0745  0.1144  -0.2162
Si  0.0205  0.0194  0.2227
Si  0.0035  0.0491  0.1029
Si  -0.0026  0.0294  0.1787
Si  -0.0267  -0.0779  0.0971
Si  -0.0001  -0.0378  0.0624
Si  -0.0201  -0.0984  0.0533
Si  0.0304  -0.0345  -0.001
Si  0.0039  -0.119  -0.0576
Si  0.055  -0.1299  -0.0943
Si  -0.0058  -0.0308  0.0403
Si  0.1251  -0.012  0.0955
Si  -0.0224  0.0605  0.0926
Si  0.0191  0.0895  -0.035
Si  0.0555  0.1192  -0.0109
Si  0.0009  0.0455  -0.0207
Si  0.0263  0.0042  0.016
Si  -0.0562  -0.0777  0.1771
Si  0.0274  -0.0026  0.0191
Si  -0.0336  -0.0234  0.1021
Si  0.0217  0.0304  0.5482
Si  -0.1514  -0.11  0.2482
Si  0.0733  0.2676  -0.2936
Si  -0.1315  0.465  -0.2315
Si  0.1213  0.2502  -0.4282
Si  0.0434  0.1102  -0.162
Si  0.1167  -0.0704  -0.259
Si  0.0177  -0.0211  -0.3761
Si  0.1887  0.1258  -0.0284
Si  -0.1317  0.1601  -0.4169
Si  0.1531  0.4002  -0.2854
Si  -0.1133  0.1722  -0.4395
Si  0.3852  -0.4803  0.2629
Si  -0.3855  -0.0112  0.1405
Si  -0.0517  -0.0909  0.6378
Si  0.0264  -0.0789  0.0778
Si  -0.0776  -0.2403  0.7487
Si  -0.1302  0.1187  0.4332
Si  -0.1559  -0.0336  0.5624
Si  -0.2273  -0.1642  0.495
Si  0.1213  -0.2362  0.3641
Si  -0.0128  -0.2924  0.6725
Si  -0.1845  -0.024  0.6568
Si  -0.351  -0.079  0.4127
Si  0.1972  0.0599  0.7075
Si  0.098  -0.1658  0.5814
O  0.0151  0.2857  -0.6943
O  0.0108  -0.1587  -0.4551
O  0.4061  0.1121  -0.0839
O  -0.0158  -0.1416  -0.4993
O  0.143  -0.3229  -0.3451
O  -0.0355  -0.0911  -0.8234
O  0.0465  -0.0488  -0.3362
O  0.1486  -0.0843  -0.2583
O  -0.0153  0.0914  -0.3775
O  0.0525  0.0068  -0.566
O  -0.05  -0.0699  -0.4526
O  -0.1294  0.2056  -0.2461
O  -0.0195  0.0689  0.0038
O  -0.1961  0.15  0.1701
O  0.026  0.0244  0.2578
O  0.0079  -0.0013  0.3056
O  -0.0254  0.1672  0.6465
O  0.1279  0.0148  0.1346
O  -0.1016  0.0298  0.2335
O  -0.0336  -0.122  0.3495
O  -0.0218  0.0904  0.4279
O  -0.0768  0.0202  0.4429
O  0.1031  -0.0064  0.2631
O  0.2021  -0.0106  0.3584
Si  -0.0454  -0.0382  0.0105
Si  -0.0151  -0.0269  -0.2084
Si  -0.0222  -0.0351  0.3704
Si  -0.0996  -0.0826  -0.1084
Si  -0.0118  -0.0197  0.4227
Si  -0.0105  0.2178  -0.092
Si  -0.1406  -0.1548  0.2268
Si  -0.0348  -0.1017  -0.0194
Si  0.0862  -0.1232  0.1208
Si  -0.108  -0.0581  0.0499
Si  -0.0963  0.0622  0.2768
Si  -0.1152  -0.0748  0.0525
Si  0.2162  0.0065  -0.086
Si  0.1168  -0.0794  0.36
Si  0.0029  -0.0925  0.0151
Si  0.0169  -0.0974  0.0283
Si  -0.0393  0.0433  -0.167
Si  0.1739  0.1673  0.3876
Si  -0.0805  -0.0918  0.0544
Si  -0.0874  0.013  0.2332
Si  -0.0674  -0.2638  -0.3039
Si  -0.0276  -0.1291  -0.1129
Si  -0.0006  0.1986  -0.044
Si  0.1232  -0.0891  -0.1187
Si  -0.0154  0.1394  -0.1376
Si  -0.0302  -0.1072  -0.023
Si  0.0203  0.0558  -0.0855
Si  -0.0814  -0.0728  0.0048
Si  0.247  0.0755  0.1183
Si  -0.057  0.0474  0.3527
Si  0.1165  -0.0258  -0.3116
Si  0.0471  -0.0231  0.1464
Si  -0.0655  -0.1276  -0.123
Si  -0.1225  0.0518  -0.5025
Si  0.2645  0.4786  -0.9738
Si  0.0283  0.042  -0.1068
Si  -0.0656  -0.0153  0.0938
Si  0.1688  0.0654  0.0784
Si  0.028  0.048  -0.3986
Si  0.1029  -0.0622  -0.3152
Si  0.03  0.1001  0.1005
Si  0.079  -0.0664  -0.3263
Si  -0.0378  0.0896  0.0782
Si  -0.0447  0.1378  -0.3416
Si  -0.077  0.0239  -0.1259
Si  -0.0187  0.0096  -0.1126
Si  -0.04  -0.0266  0.1046
Si  -0.1839  -0.1171  0.311
Si  0.0738  -0.0119  -0.3011
O  -0.214  -0.0898  -0.1364
O  -0.014  0.0504  -0.1546
O  -0.0283  -0.0126  -0.0304
O  0.0078  0.069  -0.0201
O  -0.0407  -0.0974  -0.084
O  -0.0688  0.034  -0.1646
O  0.0292  0.004  0.0194
O  -0.0419  0.0209  0.1847
O  0.0127  0.0585  0.0399
O  -0.0403  0.0094  0.0353
O  0.0037  -0.0257  0.1669
O  0.0324  0.022  0.0957
O  -0.0308  -0.0563  0.0109
O  0.069  0.0612  0.1954
O  0.024  0.0784  0.1224
O  0.0634  0.1045  -0.2207
O  -0.0374  0.0675  -0.0002
O  0.0829  0.124  0.2109
O  -0.0183  0.0982  -0.1768
O  0.0545  0.0228  -0.0087
O  0.0576  -0.0693  -0.1405
O  -0.023  0.0297  0.0596
O  0.035  0.0208  0.0792
O  0.0078  0.0774  0.0132
O  0.0617  -0.0099  0.0953
O  0.0492  -0.0228  0.1095
O  -0.0004  0.0209  0.0549
O  0.1946  0.1664  -0.0974
O  0.0211  0.0302  -0.0549
O  0.0455  -0.0225  0.0096
O  0.0136  0.066  0.0666
O  -0.0185  -0.0182  0.1867
O  -0.0524  -0.032  0.189
O  -0.013  0.0097  -0.0032
O  -0.1464  0.0607  -0.0806
O  0.0193  -0.0396  0.0212
O  -0.0379  -0.0481  -0.0969
O  0.0157  0.0035  -0.0583
O  0.0486  0.0453  -0.0293
O  -0.0833  0.0259  0.1235
O  0.0556  0.0405  -0.1251
O  -0.0218  0.0219  0.0476
O  -0.0101  -0.1041  -0.101
O  0.0018  0.0193  0.0263
O  0.0551  -0.0673  -0.1449
O  0.0479  0.0546  0.0061
O  0.0159  0.0609  -0.0269
O  -0.1286  -0.034  0.0808
O  0.0577  0.1463  -0.1056
O  -0.0377  -0.0136  -0.1202
O  -0.0483  -0.0956  0.0472
O  0.0047  0.0071  0.0992
O  -0.0328  0.0759  0.0153
O  0.1613  0.1028  0.2232
O  0.0457  -0.0078  -0.0584
O  -0.0618  0.0731  0.1338
O  0.1405  -0.0432  -0.1808
O  0.0322  -0.0642  -0.1687
O  0.0278  0.022  -0.1459
O  0.0135  0.0262  -0.0904
O  -0.1268  -0.1075  -0.2235
O  -0.0304  -0.0211  -0.0177
O  -0.0381  -0.0786  0.1021
O  -0.003  0.0261  0.0028
O  -0.2229  0.2029  0.4324
O  0.0687  -0.0273  0.2465
O  0.1354  -0.3284  0.4461
O  0.049  -0.0144  -0.071
O  0.0306  0.0144  0.0882
O  -0.0687  0.0285  0.1588
O  -0.0564  0.1372  0.1995
O  0.0462  0.0615  0.013
O  -0.0813  0.0812  -0.0202
O  -0.1268  -0.0895  -0.0864
O  -0.0067  -0.0119  0.0187
O  0.0453  0.0387  0.0868
O  0.2109  0.0016  -0.0983
O  -0.0147  0.0372  -0.0447
O  0.0696  0.0395  -0.1379
O  -0.0642  0.0099  0.0211
O  -0.006  -0.0326  -0.0663
O  0.0009  0.0182  0.076
O  -0.0211  0.0099  -0.1085
O  -0.0334  0.058  0.0627
O  0.0038  -0.1201  0.1683
O  0.0151  0.0311  0.0009
O  0.3211  -0.1459  -0.284
O  -0.0337  0.0283  0.1923
O  -0.0624  -0.0535  -0.2782
O  0.0071  -0.0531  -0.0538
O  0.0053  -0.0463  0.0761
O  0.1437  0.0319  0.1688
O  -0.1455  0.1447  0.0687
O  -0.0363  0.0196  -0.5024
O  -0.088  -0.0607  0.0562
O  -0.063  0.1319  -0.0597
O  0.4739  0.1089  -0.2011
O  -0.197  -0.0071  -0.0225

The program warned: the cutoff lies below the one the program advises for these potential files; the forces do not sum to zero within the program's tolerance; the exchange-correlation potential is rough where the density is thin.
